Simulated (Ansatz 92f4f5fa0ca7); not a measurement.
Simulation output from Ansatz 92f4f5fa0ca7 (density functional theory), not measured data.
Periodic cell of 148 atoms, Si92O56, from a study of silicon, its oxide and their interface. The atomic structure is a simulated model.

Settings: functional r2SCAN; potential files Ansatz norm-conserving; basis plane waves; wave-function cutoff 1300 eV; density cutoff ratio 4; exchange-correlation grid ratio 1; k mesh 2 x 2 x 1, shifted by 0.5 0.5 0.5 of a step; self-consistency stop 5e-08 eV per atom in the density residual; occupations Fermi-Dirac, 0.05 eV; spin none; net charge 0.

Cell vectors (angstrom)
a 10.88 0 0
b 0 10.88 0
c 0 0 21.9444

Atoms: element, x, y, z (angstrom)
Si -0.2551 0.2226 0.1747
Si 3.0612 2.4215 -0.0365
Si -0.1682 5.7662 -0.2618
Si 3.1533 7.9318 -0.3373
Si 5.2861 0.332 -0.0395
Si 8.4071 2.4552 0.2016
Si 5.2993 5.5533 0.1137
Si 8.3418 7.7309 -0.0815
Si 1.5165 1.2739 1.3265
Si 4.0949 4.0021 1.3604
Si 1.3956 6.9226 1.0764
Si 4.1417 9.5149 1.1665
Si 6.6865 1.4333 1.4321
Si 9.6119 4.2125 1.235
Si 6.8867 6.674 1.4026
Si 9.4753 9.3653 1.2583
Si 0.0749 2.7535 2.5734
Si 2.7828 -0.1163 2.6714
Si 0.055 8.1468 2.6186
Si 2.6677 5.4572 2.5518
Si 5.411 2.7619 2.8104
Si 8.1095 -0.0672 2.6133
Si 5.4847 8.1683 2.6003
Si 8.2245 5.3739 2.746
Si 1.3632 4.12 4.0122
Si 4.0624 1.3117 4.0521
Si 1.3624 9.4916 4.0301
Si 4.0674 6.8084 3.9569
Si 6.8195 4.0765 4.1053
Si 9.5301 1.3482 3.9508
Si 6.7651 9.4986 4.0546
Si 9.5704 6.7979 4.0121
Si -0.0097 0.0013 5.359
Si 2.6806 2.7005 5.3599
Si 0.024 5.4691 5.3968
Si 2.7159 8.1396 5.3872
Si 5.41 -0.0267 5.4263
Si 8.1562 2.6534 5.385
Si 5.4273 5.4764 5.3782
Si 8.1451 8.1197 5.3598
Si 1.3272 1.3538 6.7626
Si 4.0343 4.0936 6.6789
Si 1.3534 6.8344 6.7902
Si 4.0232 9.517 6.7888
Si 6.7854 1.3058 6.7749
Si 9.498 4.0835 6.6641
Si 6.7713 6.8269 6.7886
Si 9.4888 9.5034 6.6885
Si -0.0981 2.734 8.0504
Si 2.6472 -0.0248 8.1967
Si -0.0594 8.2207 8.1252
Si 2.7301 5.4437 8.1001
Si 5.3413 2.6984 8.0223
Si 8.1395 -0.1018 8.1252
Si 5.3884 8.2056 8.1886
Si 8.1863 5.4217 8.0711
Si 1.2793 4.1053 9.3412
Si 4.0331 1.3903 9.5064
Si 1.2014 9.563 9.6197
Si 4.0308 6.8276 9.5417
Si 6.72 4.0462 9.284
Si 9.4615 1.3232 9.4
Si 6.7518 9.5252 9.6157
Si 9.5068 6.8308 9.4837
Si 0.1078 0.4283 10.9726
Si 2.3934 2.606 10.7237
Si 0.2696 5.6884 10.7662
Si 2.3947 7.979 10.8801
Si 5.5573 0.267 10.9355
Si 7.7668 2.4184 10.5905
Si 5.7034 5.5899 10.7027
Si 7.9275 7.8792 10.8858
Si 2.8398 -2.0266 15.8114
Si 4.9189 2.7886 15.419
Si 4.1638 9.3306 13.1062
Si 9.6807 3.7927 12.7716
Si 7.1544 4.2537 16.7553
Si 10.7902 10.014 15.6605
Si -2.5782 -5.2305 14.6042
Si 3.2482 -6.9088 17.44
Si 9.9982 1.1731 13.7846
Si 3.9766 4.1808 12.9281
Si 12.09 3.8245 19.6877
Si 6.1279 -3.4449 14.3018
Si 5.4612 5.1791 19.0335
Si 8.8081 8.2809 13.9391
Si -1.0914 1.665 19.7383
Si 8.7895 -0.2225 17.7116
Si 6.7758 -1.4087 19.7811
Si 15.1038 -2.7327 18.6736
Si 7.5325 1.4879 15.6611
Si 14.4751 6.2144 15.2454
O -0.3657 0.3868 -1.4734
O 3.5033 -2.2213 -4.6553
O 4.1668 1.3719 -0.7307
O 2.3266 3.1959 -1.2698
O 4.8354 6.6257 -3.3326
O 3.1828 8.3226 -2.0045
O 4.1866 6.6656 -0.3367
O 7.2807 -2.6326 -1.2261
O 6.3053 -0.167 -1.2327
O 8.4659 2.2684 -1.4508
O 9.5283 1.3441 0.7005
O 5.8601 5.0239 -1.3549
O 8.0562 -1.0501 -3.0789
O 9.4812 6.7579 -0.8271
O 9.3868 1.1621 -3.6799
O -0.701 0.2412 12.4443
O 1.389 1.4264 11.3196
O 2.8156 3.5682 11.9969
O 1.8065 -6.9668 18.1678
O -0.3224 4.9703 12.1225
O 1.3568 6.782 11.3989
O 2.904 8.7558 12.2544
O 4.826 -0.2678 12.3459
O 6.6852 1.4144 11.4011
O 8.6019 3.2442 11.7161
O 5.1871 4.7249 12.0088
O 5.9242 1.5153 15.3897
O 5.7741 4.1104 15.8862
O 8.5548 8.4322 12.3421
O 2.4768 -3.4968 15.2147
O 9.3881 -4.0713 14.3318
O 4.4326 2.9753 13.9042
O 6.895 6.0629 13.8919
O 3.728 9.647 14.6705
O 5.287 8.1412 13.1192
O 8.0735 5.4648 16.1985
O 8.8114 4.2561 14.0493
O 7.9057 2.8198 16.5545
O 10.6135 2.6149 13.3687
O 10.0072 9.8037 17.0676
O 19.315 12.2141 14.3061
O 5.5291 -1.7881 18.8327
O -0.041 0.6581 15.0912
O 3.2393 -5.5906 16.508
O -0.0588 2.8671 19.5705
O 0.6536 5.2194 20.3388
O -0.9148 9.2422 14.4999
O 7.7374 11.032 16.5432
O 15.2278 -6.8076 18.6233
O 5.0457 -3.9076 15.4431
O 1.4242 -1.285 15.9657
O 6.8231 -6.1512 18.2588
O 3.4627 5.4047 13.8588
O 3.6573 2.6934 16.4714
O 7.3531 8.4535 14.7374
O 6.9078 6.6094 11.2223

Results
free energy: -36837.290 eV
free energy less fixed offsets of O -463.61, Si -117.95 eV per atom: -23.730 eV
pressure: -1.11 GPa
stress xx, yy, zz, yz, xz, xy (GPa, positive in tension): 1.05, -0.13, 2.42, 0.25, -0.99, 0.02

Forces (eV/angstrom), in the order of the atoms: element, x, y, z
Si -0.4685 0.3868 -0.1497
Si 0.0801 -0.1585 -0.5803
Si -0.2002 0.104 -0.4912
Si 0.3839 -0.0515 -0.7532
Si -0.0706 0.2771 -0.5186
Si 0.3846 -0.1981 -0.2416
Si 0.0499 -0.0595 -0.8892
Si 0.1169 -0.0697 -0.355
Si -0.1152 0.1728 -0.2657
Si -0.0438 0.0096 -0.1726
Si 0.0353 -0.1341 -0.2203
Si 0.1192 0.0601 -0.31
Si 0.1499 0.022 -0.1717
Si -0.0707 -0.0962 -0.3786
Si -0.0893 0.1246 -0.1128
Si -0.0968 -0.0792 -0.3192
Si -0.0122 -0.014 0.2821
Si 0.0769 0.0391 -0.075
Si -0.0735 -0.0445 -0.1229
Si 0.0466 0.1188 0.0434
Si 0.0001 -0.0154 0.0316
Si 0.0121 0.0324 0.3134
Si -0.028 -0.0842 0.075
Si 0.133 -0.1263 -0.0471
Si -0.123 -0.1198 -0.2687
Si 0.0322 0.008 0.0911
Si 0.0077 0.0257 0.0452
Si -0.0155 0.0002 -0.2223
Si 0.044 -0.0473 0.0878
Si 0.0007 0.0337 -0.2852
Si 0.1019 0.0958 -0.2368
Si -0.0208 -0.0088 0.0518
Si -0.0326 0.0875 -0.0239
Si -0.0642 0.0846 0.04
Si 0.0116 -0.099 0.0079
Si 0.0269 -0.0306 -0.0122
Si 0.0134 -0.0634 0.0229
Si -0.0121 -0.0428 -0.0274
Si 0.0301 0.0443 0.0312
Si 0.0158 0.0679 0.0496
Si -0.0185 -0.0047 0.092
Si 0.0209 -0.0949 -0.0426
Si -0.0169 -0.0084 0.0766
Si 0.0145 0.0429 0.0833
Si 0.0312 0.0424 0.0466
Si -0.002 0.0391 0.0246
Si -0.0079 0.0091 0.0809
Si -0.0756 -0.0395 0.0378
Si -0.0377 0.0439 -0.1018
Si -0.0235 0.0439 0.0262
Si 0.066 -0.0031 0.0143
Si 0.1212 0.0432 -0.0363
Si -0.0866 -0.0172 -0.0642
Si -0.0419 -0.0965 -0.0321
Si 0.0685 -0.0851 -0.0894
Si -0.0188 -0.0052 0.0311
Si -0.0138 -0.0439 0.2606
Si -0.062 0.0511 0.183
Si -0.0326 0.1825 0.1633
Si 0.0605 -0.0565 0.3027
Si 0.1299 0.0406 0.1955
Si -0.0764 0.0897 0.2173
Si -0.0227 -0.0341 0.2619
Si 0.0814 -0.1987 0.1268
Si -0.0212 0.0104 0.6812
Si -0.0843 0.0546 0.5889
Si 0.0454 0.1924 0.6755
Si -0.1437 -0.2154 0.6776
Si 0.1382 0.2622 0.7668
Si -0.0647 0.0722 0.7358
Si 0.1361 -0.0526 0.6553
Si -0.0376 -0.1888 0.7622
Si -0.5115 -0.1402 -0.0071
Si 0.0415 -0.2042 0.2463
Si 0.0064 -0.0337 0.3623
Si -0.1718 -0.0655 0.281
Si 0.1794 0.0711 0.1245
Si 0.193 0.0144 0.3467
Si 0.1194 0.0839 0.4666
Si 0.2027 -0.1014 -0.297
Si 0.0146 -0.0327 0.6631
Si 0.0444 -0.0393 0.2748
Si 0.0162 -0.0784 -0.2878
Si -0.0108 -0.0841 0.6066
Si 0.0913 -0.2801 -0.3491
Si 0.2002 0.0417 0.6278
Si -0.1177 0.0144 -0.825
Si 0.0348 -0.1413 -0.5843
Si 0.1693 0.0378 -0.3702
Si 0.0242 -0.0493 -0.4573
Si -0.0835 -0.1813 0.1734
Si -0.3129 0.016 0.2458
O -0.0088 0.0966 0.6399
O 0.233 -0.1627 0.32
O -0.0099 -0.0534 0.9097
O -0.0523 -0.0054 0.049
O -0.0667 0.1367 0.2402
O -0.0771 -0.1884 1.1025
O -0.0844 0.1178 0.2274
O 0.1073 0.0687 0.0907
O -0.1974 -0.1381 0.1616
O 0.1238 -0.1307 0.6033
O 0.0551 -0.0444 -0.3552
O -0.1811 0.2205 0.769
O -0.2923 0.0557 0.3429
O 0.0881 0.0375 0.8109
O 0.0441 0.0702 0.5871
O 0.3874 0.0864 -0.7109
O -0.2207 0.0485 -0.5231
O -0.0069 -0.2489 -0.4069
O -0.069 0.0097 0.6273
O -0.0612 -0.0348 -0.2663
O 0.0178 0.0883 -0.7968
O 0.1133 -0.1039 -0.4034
O 0.1656 -0.0395 -0.5707
O 0.1424 -0.0441 -0.9137
O 0.0785 -0.0701 0.0054
O -0.0615 0.2305 -0.4004
O 0.0791 0.4091 -0.0034
O 0.0388 -0.1948 0.0247
O -0.3079 -0.2699 -0.732
O 0.4817 0.1299 -0.0111
O -0.442 0.0262 -0.3257
O -0.0569 0.2564 -0.2096
O 0.0777 0.2033 -0.0052
O 0.1624 -0.1909 -0.5262
O -0.0802 0.074 -0.0933
O -0.1988 -0.2122 -0.458
O 0.2173 0.0802 -0.466
O -0.2669 -0.0182 -0.2152
O -0.2656 0.0866 -0.2356
O -0.1946 0.2474 -0.1237
O 0.3062 -0.0244 -0.2132
O 0.084 -0.0547 0.4462
O -0.3159 -0.0751 -0.4232
O 0.1108 -0.1071 -0.006
O -0.0037 -0.1236 0.2474
O -0.1339 -0.0734 0.3798
O -0.22 0.0183 -0.1697
O 0.2894 0.1359 0.1348
O -0.0669 0.1918 -0.0011
O 0.0767 0.0519 -0.3821
O 0.0494 -0.0161 -0.1736
O -0.3349 0.0685 0.0154
O 0.1673 -0.156 -0.215
O 0.1444 0.3768 0.0346
O 0.1062 -0.2859 -0.5031
O -0.1664 0.2735 -0.4938
